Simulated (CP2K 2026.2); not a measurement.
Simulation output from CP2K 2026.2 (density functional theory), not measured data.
Periodic cell of 506 atoms, Si360O144H2, from a study of silicon, its oxide and their interface. The atomic structure is a simulated model.
Doubt: the forces sum to 1.13 eV/angstrom along one axis rather than to zero, so they err by at least 0.0022 eV/angstrom per atom on average; the grid cutoff is modest.

Settings: functional PBE; method Gaussian and plane waves; basis set DZVP-MOLOPT-SR-GTH; pseudopotentials GTH-PBE; grid cutoff 350 Ry, relative cutoff 50 Ry; k points Gamma only; occupations fixed; spin none; net charge 0.

Cell vectors (angstrom)
a	16.32	0	0
b	0	16.32	0
c	6.5775	0.5849	33.9298

Atoms and the computed forces on them: element, x, y, z (angstrom), force x, y, z (eV/angstrom)
Si	7.643	15.972	33.923	0.079	-0.23	-0.224
Si	3.929	1.633	0.143	0.081	-0.04	-0.125
Si	8.277	4.432	33.777	-0.137	0.044	-0.295
Si	4.464	6.54	0.048	0.123	0.104	-0.462
Si	1.148	9.689	0.057	0.143	-0.05	-0.44
Si	4.292	11.993	0.274	-0.163	0.026	-0.412
Si	6.913	14.849	0.052	0.035	0.026	-0.299
Si	9.788	1.197	0.166	0.009	0.057	-0.23
Si	6.663	4.313	0.211	0.026	-0.016	-0.355
Si	9.801	6.51	0.207	-0.054	0.077	-0.304
Si	6.6	9.928	0.089	0.099	-0.207	-0.279
Si	9.091	12.564	0.147	0.107	-0.126	-0.083
Si	12.045	15.297	0.024	0.09	-0.238	-0.098
Si	15.027	1.071	0.228	-0.056	0.102	-0.055
Si	11.998	4.298	0.166	-0.049	-0.06	-0.267
Si	21.248	7.628	33.93	0.129	-0.147	-0.255
Si	12.451	9.277	0.021	-0.145	0.131	-0.313
Si	15.248	11.942	0.117	-0.016	0.16	-0.556
Si	2.679	0.074	1.405	-0.01	0.091	-0.175
Si	5.457	2.776	1.518	-0.081	0.003	-0.235
Si	2.754	5.446	1.283	0.039	-0.041	-0.096
Si	5.523	8.186	1.377	0.04	0.122	-0.272
Si	2.73	10.771	1.491	-0.078	0.056	-0.207
Si	5.401	13.675	1.457	0.155	-0.097	-0.122
Si	8.134	0.045	1.424	0.079	-0.032	-0.24
Si	10.91	2.728	1.547	0.002	-0.064	-0.241
Si	8.21	5.445	1.557	-0.035	-0.001	-0.219
Si	10.911	8.178	1.441	0.005	-0.083	-0.167
Si	8.088	10.979	1.548	0.048	0.083	-0.213
Si	10.875	13.63	1.321	-0.123	0.194	-0.363
Si	13.587	16.211	1.599	-0.071	0.093	-0.278
Si	16.313	2.796	1.257	0.104	-0.125	-0.227
Si	13.592	5.488	1.421	-0.094	0.068	-0.194
Si	16.287	8.135	1.36	-0.107	0.076	-0.119
Si	13.597	10.855	1.381	0.035	-0.128	-0.093
Si	16.367	13.629	1.339	0.082	0.087	-0.204
Si	1.313	1.439	2.763	0.001	0.073	0.027
Si	4.059	4.151	2.813	0.014	0.007	0.112
Si	1.369	6.781	2.694	0.037	-0.021	-0.037
Si	4.092	9.431	2.818	0.063	-0.05	0.151
Si	1.401	12.268	2.76	-0.033	0.024	0.112
Si	4.023	15.012	2.784	-0.052	0.049	0.043
Si	6.804	1.383	2.829	-0.003	-0.025	0.024
Si	9.512	4.05	2.901	0.047	-0.074	0.164
Si	6.861	6.882	2.828	-0.002	0.015	0.141
Si	9.525	9.559	2.781	-0.028	0.001	-0.006
Si	6.739	12.32	2.891	-0.041	0.048	0.209
Si	9.532	14.979	2.794	-0.016	0.001	-0.044
Si	12.287	1.37	2.878	0.016	0.061	0.18
Si	14.997	4.118	2.721	-0.021	-0.023	0.011
Si	12.249	6.827	2.844	0.002	0.004	0.145
Si	14.96	9.511	2.788	0.003	-0.005	0.109
Si	12.222	12.249	2.718	0.004	0.027	-0.065
Si	14.982	14.849	2.84	0.009	-0.087	0.17
Si	16.309	16.331	4.152	0.02	0.036	-0.094
Si	2.7	2.762	4.182	-0.035	0.012	-0.123
Si	16.34	5.459	4.121	-0.01	-0.022	0.027
Si	2.695	8.106	4.159	0.1	0.056	0.017
Si	16.331	10.906	4.147	-0.052	-0.002	-0.125
Si	2.72	13.625	4.176	-0.032	-0.06	0.005
Si	5.413	16.344	4.164	0.021	0.009	0.039
Si	8.144	2.704	4.246	0.03	0.06	0.002
Si	5.456	5.502	4.18	-0.081	-0.005	-0.101
Si	8.203	8.221	4.209	-0.077	-0.047	0.014
Si	5.399	10.875	4.2	0.029	0.054	-0.077
Si	8.166	13.647	4.225	0.017	-0.019	-0.119
Si	10.882	16.336	4.211	-0.058	-0.027	-0.111
Si	13.663	2.769	4.169	-0.045	-0.074	0.004
Si	10.888	5.451	4.22	0.034	0.037	-0.089
Si	13.616	8.181	4.215	0	-0.022	-0.116
Si	10.885	10.915	4.14	0.019	-0.023	0.072
Si	13.574	13.539	4.177	0.109	0.037	0.062
Si	17.647	14.989	16.518	-0.032	0.053	0
Si	4.061	1.4	16.516	-0.011	0.02	0.017
Si	17.67	4.102	16.569	-0.009	0.018	0.067
Si	4.092	6.821	16.572	-0.024	-0.022	0.063
Si	17.719	9.552	16.524	-0.001	-0.076	-0.004
Si	4.048	12.229	16.489	0.013	0.037	-0.013
Si	6.811	14.999	16.514	-0.01	-0.005	-0.027
Si	9.516	1.386	16.546	-0.002	0.011	0.023
Si	6.826	4.148	16.558	-0.037	0.006	0.041
Si	9.525	6.798	16.598	0.011	0.03	0.104
Si	6.809	9.502	16.521	0.046	-0.019	0.028
Si	9.53	12.233	16.504	0.027	-0.01	0.021
Si	12.279	15.006	16.521	-0.014	-0.043	0.033
Si	14.939	1.379	16.597	0.006	0.002	0.081
Si	12.238	4.087	16.604	-0.008	-0.015	0.062
Si	14.953	6.809	16.577	0.019	0.038	0.024
Si	12.249	9.526	16.572	0.014	-0.002	0.042
Si	14.982	12.286	16.524	-0.023	0.006	0.021
Si	18.961	16.4	17.862	0.027	-0.136	0.028
Si	5.418	2.788	17.856	0.046	-0.055	0.07
Si	19.063	5.432	17.946	-0.053	0.103	0.093
Si	5.431	8.212	17.95	0.105	-0.016	0.022
Si	19.039	10.911	17.945	-0.002	0.024	0.029
Si	5.416	13.603	17.787	-0.056	-0.077	0.048
Si	8.154	16.357	17.914	0.039	0.033	0.107
Si	10.86	2.711	17.97	0.034	0.028	0.094
Si	8.168	5.462	18.024	-0.005	-0.03	0.106
Si	10.905	8.151	17.977	-0.024	0.006	-0.01
Si	8.216	10.82	17.868	-0.104	0.023	0.029
Si	10.908	13.617	17.82	-0.032	0.052	0.02
Si	13.584	16.329	17.994	-0.019	0.027	0.151
Si	16.291	2.77	17.969	0.036	-0.026	-0.034
Si	13.604	5.447	17.987	-0.053	-0.035	-0.037
Si	16.369	8.188	17.873	0.052	0.028	0.035
Si	13.6	10.959	17.886	0.075	-0.032	0.028
Si	16.363	13.596	17.935	-0.047	0.051	0.073
Si	17.673	1.441	19.338	0	-0.033	0.006
Si	4.11	4.068	19.345	-0.006	0.003	-0.039
Si	17.687	6.814	19.29	-0.011	-0.084	-0.156
Si	4.074	9.578	19.34	0.015	-0.002	-0.017
Si	17.739	12.282	19.382	0.018	0.034	-0.059
Si	3.993	14.947	19.1	-0.111	0.023	-0.182
Si	6.747	1.447	19.233	0.134	0.105	-0.131
Si	9.53	4.043	19.418	-0.109	-0.04	0.033
Si	6.778	6.878	19.365	0.088	0.026	-0.101
Si	9.574	9.533	19.36	-0.069	-0.034	0.074
Si	6.763	12.179	19.097	0.002	-0.06	-0.277
Si	9.57	14.942	19.203	0.074	0.116	-0.171
Si	12.166	1.348	19.414	-0.099	-0.144	0.021
Si	14.923	4.081	19.395	0.007	-0.015	0.022
Si	12.276	6.81	19.379	-0.118	-0.035	0.047
Si	15.092	9.672	19.171	0.067	0.143	-0.1
Si	12.205	12.301	19.265	0.04	0.018	-0.059
Si	14.997	14.93	19.32	0.017	0.034	-0.17
Si	16.338	16.328	20.665	0.004	-0.018	0.098
Si	19.095	2.715	20.788	0.01	-0.09	0.176
Si	16.335	5.448	20.708	-0.013	0.188	0.226
Si	19.029	8.191	20.668	0.011	-0.116	0.133
Si	16.356	10.971	20.762	-0.195	-0.157	0.439
Si	19.132	13.684	20.694	0.116	0.027	0.188
Si	5.316	16.328	20.358	-0.059	0.039	0.233
Si	8.063	2.672	20.792	-0.03	0.187	0.177
Si	5.431	5.487	20.712	-0.14	0.086	0.152
Si	8.168	8.206	20.78	0.03	0.016	0.209
Si	5.463	10.989	20.64	0.033	0.054	0.063
Si	8.154	13.515	20.336	0.106	-0.167	0.333
Si	10.765	16.216	20.795	0.205	-0.021	0.241
Si	13.562	2.701	20.799	-0.099	-0.06	0.032
Si	10.929	5.399	20.828	0.164	-0.081	-0.003
Si	13.758	8.322	20.449	-0.078	-0.106	0.191
Si	10.929	10.964	20.726	-0.273	0.007	0.218
Si	13.585	13.592	20.661	0.047	-0.096	0.307
Si	17.941	15.242	22.007	0.01	0.052	0.277
Si	20.266	0.989	21.996	0.093	0.065	0.324
Si	17.905	4.31	22.082	-0.128	-0.019	0.461
Si	20.09	6.582	22.019	0.224	0.106	0.312
Si	17.51	9.316	22.046	-0.013	0.026	0.361
Si	4.615	12.761	21.968	0.027	0.179	0.558
Si	6.727	14.91	21.474	0.029	0.053	0.505
Si	8.923	0.811	22.03	-0.317	-0.272	-0.074
Si	6.98	4.399	22.106	-0.037	-0.301	0.362
Si	9.329	6.552	22.09	-0.075	0.108	0.267
Si	6.976	9.877	22.027	-0.01	-0.177	0.422
Si	9.174	12.124	21.947	0.076	0.323	0.121
Si	12.462	15.069	22.112	-0.283	0.007	0.332
Si	14.686	1.018	22.004	0.088	0.13	0.386
Si	12.133	3.889	22.29	0.019	0.139	0.027
Si	15.24	7.212	21.869	0.017	-0.03	0.213
Si	12.645	9.794	21.867	0.078	0.128	0.27
Si	14.694	12.099	22.134	0.169	0.159	-0.077
Si	18.761	7.432	27.362	-0.066	0.003	0.237
Si	10.972	8.261	31.009	0.271	-0.121	-0.695
Si	10.27	4.452	28.767	0.102	-0.096	-0.177
Si	21.987	7.056	30.916	-0.147	0.174	-0.744
Si	16.535	13.469	24.222	-0.044	0.107	0.44
Si	9.859	12.852	31.364	0.121	0.031	-0.53
Si	14.693	3.198	31.873	0.081	0.225	-0.296
Si	17.572	4.767	27.691	0.064	0.079	0.266
Si	20.44	9.27	29.351	-0.024	-0.02	-0.358
Si	16.186	9.184	26.784	0.005	-0.166	0.26
Si	7.064	11.502	26.258	-0.091	0.082	0.335
Si	12.369	0.892	26.185	0.201	-0.071	0.357
Si	11.902	14.249	25.199	0.078	0.032	0.538
Si	13.597	9.785	31.07	-0.086	0.026	-0.463
Si	8.688	9.991	31.003	-0.166	0.255	-0.705
Si	16.286	15.297	26.673	0.103	0.214	0.558
Si	12.4	1.012	31.777	-0.202	-0.038	-0.371
Si	5.808	4.102	25.106	0.079	0.162	0.578
Si	18.877	16.077	28.319	0.12	0	-0.036
Si	21.52	13.505	31.092	0.276	-0.133	-0.624
Si	20.703	6.934	25.062	-0.199	-0.138	0.524
Si	7.266	15.647	25.926	-0.185	-0.12	0.491
Si	14.661	13.979	28.94	-0.124	-0.125	-0.272
Si	8.998	13.518	24.764	-0.155	-0.13	0.452
Si	10.94	9.525	25.391	0.095	0.238	0.699
Si	19.993	3.086	31.953	-0.015	0.04	-0.408
Si	16.47	12.829	31.217	-0.048	0.126	-0.703
Si	21.672	4.349	29.965	-0.043	-0.048	-0.591
Si	15.83	7.843	31.175	0.029	-0.158	-0.555
Si	8.736	4.334	26.114	0.02	-0.017	0.476
Si	10.239	2.229	24.273	0.134	0.149	0.668
Si	7.813	15.003	31.039	-0.076	-0.071	-0.571
Si	5.165	1.228	24.914	-0.091	-0.322	0.651
Si	19.427	2.677	29.05	0.094	0.058	-0.437
Si	12.052	11.803	26.907	0.049	0.028	0.201
Si	7.938	5.314	30.653	0.252	-0.102	-0.753
Si	15.173	1.445	25.041	-0.142	-0.169	0.613
Si	18.886	14.819	31.081	-0.085	0.116	-0.577
Si	12.42	6.515	28.808	0.05	-0.096	-0.274
Si	20.478	12.237	25.038	0.319	0.275	0.672
Si	16.596	3.995	24.947	0.177	0.096	0.641
Si	6.649	8.814	24.915	0.092	0.15	0.689
Si	9.183	16.004	28.487	0.105	0.01	-0.052
Si	18.019	10.782	24.721	-0.151	-0.24	0.734
Si	13.378	7.858	26.205	0.151	0.147	0.531
Si	9.267	7.208	24.998	-0.17	-0.152	0.806
Si	14.453	11.051	28.428	0.055	-0.059	-0.29
Si	17.913	10.21	31.008	0.115	-0.179	-0.562
Si	11.548	13.892	29.125	0.065	0.035	-0.328
Si	20.712	15.011	26.342	0.228	-0.087	0.236
Si	11.306	1.61	28.986	-0.17	0.312	-0.291
Si	6.396	11.187	29.186	-0.075	-0.04	-0.339
Si	13.935	5.66	24.226	0.033	0.119	0.39
Si	15.247	5.235	29.623	-0.102	0.275	-0.383
Si	1.358	14.99	5.541	0.008	-0.01	-0.017
Si	4.069	1.39	5.547	-0.009	0.019	-0.047
Si	1.346	4.116	5.553	0.035	-0.034	-0.065
Si	4.074	6.813	5.57	-0.003	-0.032	-0.026
Si	1.362	9.523	5.522	0.01	0.016	-0.064
Si	4.062	12.255	5.563	-0.017	-0.014	-0.002
Si	6.78	15.002	5.566	0.017	-0.015	-0.029
Si	9.522	1.359	5.597	0.004	-0.017	-0.003
Si	6.786	4.11	5.564	0.008	-0.009	-0.007
Si	9.532	6.827	5.578	0.015	0.001	-0.02
Si	6.803	9.554	5.57	0.025	0.015	-0.031
Si	9.534	12.256	5.559	-0.038	0.044	-0.063
Si	12.249	14.951	5.552	-0.013	0.005	-0.038
Si	14.973	1.374	5.548	0.01	0.013	-0.008
Si	12.276	4.096	5.561	0	0.017	-0.012
Si	14.991	6.804	5.543	-0.024	0.046	-0.053
Si	12.237	9.558	5.55	0.02	-0.025	-0.06
Si	14.96	12.226	5.557	-0.04	-0.055	-0.027
Si	2.717	16.343	6.924	0.006	-0.012	0.007
Si	5.427	2.744	6.933	-0.012	0.019	-0.005
Si	2.714	5.454	6.935	0.029	-0.001	0.04
Si	5.44	8.182	6.931	-0.018	0.017	-0.006
Si	2.707	10.884	6.922	0.004	0.037	-0.005
Si	5.433	13.619	6.929	0.033	-0.019	-0.001
Si	8.147	16.335	6.957	-0.015	0.015	0.014
Si	10.9	2.736	6.931	0	-0.014	-0.009
Si	8.16	5.461	6.935	-0.008	0.013	-0.008
Si	10.894	8.192	6.936	-0.013	-0.009	0.005
Si	8.168	10.908	6.939	-0.008	-0.01	0.004
Si	10.887	13.611	6.939	0.008	-0.012	0.011
Si	13.606	16.329	6.918	-0.013	0.022	-0.017
Si	16.323	2.74	6.924	0.007	-0.022	0.018
Si	13.625	5.462	6.931	-0.003	-0.027	0.004
Si	16.332	8.175	6.918	-0.006	-0.009	0.01
Si	13.602	10.886	6.941	0.031	0.001	0.03
Si	16.318	13.616	6.911	-0.023	0.031	-0.006
Si	17.682	1.384	8.301	0.006	0.013	-0.004
Si	4.071	4.097	8.311	-0.011	-0.021	-0.001
Si	17.682	6.82	8.306	0.02	0.016	-0.002
Si	4.077	9.54	8.303	0.025	0.017	0.004
Si	17.673	12.255	8.293	-0.008	-0.032	-0.003
Si	4.077	14.982	8.302	-0.002	0.003	0
Si	6.79	1.388	8.312	0.028	-0.007	0.006
Si	9.53	4.098	8.298	0.012	0.013	0.01
Si	6.799	6.821	8.306	-0.009	-0.02	0.006
Si	9.527	9.543	8.309	-0.003	-0.007	0.002
Si	6.802	12.267	8.306	0.005	0.016	0.003
Si	9.519	14.969	8.312	-0.021	-0.007	-0.004
Si	12.25	1.369	8.301	-0.02	-0.007	0.008
Si	14.969	4.097	8.306	-0.021	-0.004	0.004
Si	12.257	6.823	8.299	0.012	0.021	0
Si	14.966	9.524	8.303	-0.03	-0.008	-0.002
Si	12.247	12.252	8.312	-0.001	0.017	0.004
Si	14.964	14.974	8.295	0.016	0	0.004
Si	16.319	16.342	9.669	-0.002	-0.002	-0.003
Si	2.715	2.74	9.686	0.017	-0.01	0.007
Si	16.323	5.46	9.683	-0.002	-0.005	0.003
Si	2.722	8.178	9.679	0.001	-0.004	0
Si	16.319	10.893	9.673	-0.001	0.026	-0.009
Si	2.716	13.616	9.668	0.01	0.008	-0.006
Si	5.433	16.343	9.685	0.005	-0.004	0.002
Si	8.165	2.743	9.676	-0.021	-0.005	0.005
Si	5.44	5.457	9.676	0.001	0.008	-0.002
Si	8.167	8.177	9.675	0.002	0.016	0.004
Si	5.442	10.901	9.673	0	-0.002	-0.003
Si	8.161	13.617	9.691	0.005	0.001	0.006
Si	10.881	16.337	9.676	0	-0.001	-0.002
Si	13.603	2.739	9.672	0.016	-0.002	0.005
Si	10.892	5.461	9.668	-0.015	-0.004	-0.002
Si	13.61	8.172	9.687	0.009	-0.008	0.009
Si	10.887	10.895	9.689	-0.004	0	0.002
Si	13.605	13.62	9.677	-0.015	-0.005	0
Si	17.681	14.984	11.04	0.003	-0.014	-0.006
Si	4.075	1.385	11.062	-0.011	0.003	0.002
Si	17.678	4.102	11.061	0.005	-0.002	0
Si	4.081	6.816	11.05	0.004	0.002	0.001
Si	17.679	9.535	11.051	0.006	0.005	0
Si	4.079	12.259	11.045	0.012	0.008	-0.005
Si	6.801	14.986	11.059	0.002	0	0
Si	9.525	1.384	11.052	-0.008	-0.01	0.005
Si	6.805	4.102	11.05	0.012	-0.001	0
Si	9.53	6.814	11.046	0.002	0.007	0
Si	6.807	9.54	11.044	-0.006	-0.006	-0.005
Si	9.525	12.254	11.063	-0.001	-0.003	0.002
Si	12.242	14.98	11.049	-0.004	0.001	-0.004
Si	14.96	1.384	11.045	-0.013	0.008	-0.004
Si	12.246	4.102	11.049	-0.008	-0.007	0.003
Si	14.963	6.811	11.066	-0.003	0.002	0.006
Si	12.248	9.531	11.06	-0.001	0.007	0.003
Si	14.961	12.255	11.047	-0.002	0.002	-0.002
Si	2.708	16.345	12.429	0.003	-0.012	0.002
Si	5.439	2.753	12.429	0.017	-0.017	-0.008
Si	2.72	5.465	12.432	0.02	0.003	0.006
Si	5.454	8.171	12.41	0.001	0.027	-0.008
Si	2.723	10.894	12.418	-0.001	0.008	0.001
Si	5.437	13.619	12.423	-0.002	0	-0.011
Si	8.164	16.349	12.432	-0.002	-0.002	0.001
Si	10.885	2.748	12.426	0.007	0.009	0.001
Si	8.173	5.454	12.422	-0.023	-0.002	0.003
Si	10.89	8.162	12.43	-0.018	-0.003	-0.001
Si	8.167	10.887	12.432	-0.004	-0.002	0.003
Si	10.891	13.616	12.43	-0.01	0.015	-0.005
Si	13.593	16.354	12.415	0.013	-0.019	-0.003
Si	16.309	2.745	12.429	-0.003	-0.014	0.004
Si	13.599	5.453	12.442	0.004	-0.001	0.005
Si	16.324	8.175	12.435	-0.003	0.002	-0.005
Si	13.611	10.893	12.43	-0.006	0.02	-0.001
Si	16.318	13.626	12.407	0.01	-0.008	-0.009
Si	17.661	1.386	13.803	0.023	0.007	0.004
Si	4.083	4.115	13.81	-0.026	0.006	0.01
Si	17.681	6.817	13.814	-0.017	0.013	0.009
Si	4.09	9.523	13.777	0.038	-0.039	-0.011
Si	17.672	12.261	13.775	-0.007	0.036	-0.002
Si	4.075	14.984	13.792	0.011	-0.015	-0.003
Si	6.805	1.402	13.803	-0.014	-0.004	-0.003
Si	9.534	4.107	13.81	-0.02	-0.001	-0.006
Si	6.812	6.814	13.787	0.018	-0.008	-0.018
Si	9.528	9.515	13.803	0.011	0.022	0.004
Si	6.799	12.253	13.792	-0.017	0.022	-0.004
Si	9.533	14.984	13.798	0	-0.016	-0.004
Si	12.245	1.395	13.803	-0.003	-0.015	-0.004
Si	14.955	4.094	13.823	-0.001	-0.004	0.002
Si	12.239	6.808	13.824	0.004	0.014	-0.006
Si	14.964	9.531	13.812	0.023	0.002	-0.002
Si	12.256	12.257	13.802	0.008	-0.035	0.006
Si	14.961	14.997	13.771	-0.043	0.017	-0.017
Si	16.282	16.357	15.174	-0.014	-0.077	0.001
Si	19.019	2.759	15.165	0.001	-0.039	-0.036
Si	16.314	5.461	15.193	0.027	0.011	-0.01
Si	19.066	8.172	15.17	0.013	0.05	-0.007
Si	16.333	10.903	15.165	-0.038	-0.022	0.002
Si	19.017	13.625	15.148	0.021	-0.015	0.009
Si	5.434	16.357	15.157	0.018	-0.022	-0.008
Si	8.165	2.763	15.184	0.01	-0.02	-0.01
Si	5.453	5.48	15.179	0.046	0.031	-0.009
Si	8.178	8.139	15.178	-0.064	-0.011	-0.011
Si	5.444	10.873	15.153	-0.003	0.022	0
Si	8.167	13.616	15.156	-0.018	0.009	-0.01
Si	10.888	16.354	15.172	-0.003	0.005	-0.013
Si	13.593	2.74	15.208	0.007	-0.002	0.005
Si	10.887	5.447	15.215	-0.01	0.003	-0.009
Si	13.604	8.169	15.193	-0.023	-0.01	-0.007
Si	10.902	10.872	15.163	-0.032	0.01	-0.018
Si	13.624	13.64	15.149	0.066	0.052	-0.021
O	14.271	6.81	23.138	-0.107	-0.083	-0.087
O	16.387	8.198	22.577	-0.227	0.135	-0.653
O	15.661	7.697	32.78	-0.046	0.013	0.452
O	17.379	3.73	23.552	0.316	-0.188	-0.582
O	11.76	0.746	30.292	0.003	-0.026	0.479
O	9.259	1.127	23.611	-0.107	-0.124	-0.194
O	5.76	13.918	22.46	-0.086	-0.195	-0.566
O	6.684	0.729	25.323	0.082	0.11	-0.339
O	20.113	13.966	30.446	-0.185	-0.208	0.187
O	22.762	0.704	33.436	0.092	-0.085	0.393
O	15.241	3.864	30.489	0.053	-0.525	0.339
O	8.072	11.027	22.515	0.139	-0.266	-0.513
O	12.883	4.607	23.577	0.076	-0.256	-0.176
O	13.723	5.66	29.261	0.219	0.099	0.166
O	17.305	8.145	27.318	-0.242	-0.185	-0.053
O	12.447	15.586	25.989	-0.117	-0.243	-0.232
O	9.405	3.272	33.432	-0.13	0.136	0.277
O	15.336	1.556	23.43	-0.012	0.096	-0.642
O	15.933	2.549	32.695	0.145	-0.209	0.174
O	18.31	10.456	32.571	0.05	-0.101	0.644
O	20.142	8.754	33.399	0.162	-0.161	0.473
O	12.916	15.962	32.501	0.229	-0.284	0.269
O	15.144	12.973	23.496	-0.049	0.039	-0.332
O	8.188	5.442	22.594	0.1	-0.001	-0.53
O	17.476	5.998	33.533	-0.196	0.228	0.327
O	20.432	1.963	33.021	-0.04	-0.259	0.166
O	11.191	13.454	30.641	0.119	-0.156	0.223
O	16.405	13.918	25.802	-0.134	-0.337	-0.614
O	9.989	13.186	32.942	-0.036	0.015	0.396
O	13.632	1.656	25.516	0.012	0.002	-0.141
O	9.456	13.094	23.262	-0.048	-0.272	-0.474
O	19.539	1.245	28.305	-0.12	0.099	0.245
O	20.071	13.754	25.526	-0.073	-0.013	-0.219
O	20.826	3.527	28.829	-0.036	0.272	0.269
O	19.401	11.104	25.559	-0.106	-0.153	-0.418
O	13.095	14.424	29.101	0.158	0.351	0.032
O	12.134	5.96	33.504	-0.224	-0.017	0.563
O	9.68	11.282	31.039	0.047	-0.102	0.263
O	21.188	5.405	25.392	-0.045	-0.077	-0.209
O	15.367	13.714	30.382	0.17	-0.248	0.298
O	21.161	5.904	30.073	-0.051	-0.077	0.25
O	6.249	9.447	23.466	0.008	-0.03	-0.476
O	16.036	6.412	30.43	0.006	0.071	0.518
O	9.566	8.771	30.357	-0.235	-0.074	0.376
O	7.426	10.241	30.007	0.327	-0.349	0.531
O	9.277	3.919	27.594	-0.266	-0.047	-0.179
O	11.126	2.794	23.023	0.144	0.027	-0.423
O	18.267	9.787	23.457	-0.031	-0.17	-0.473
O	7.258	6.821	30.519	0.182	-0.03	0.5
O	6.207	14.788	31.092	-0.131	0.236	0.267
O	11.166	3.201	29.341	0.003	0.041	0.252
O	20.45	12.141	23.418	-0.308	-0.193	-0.578
O	7.126	11.8	27.865	-0.021	-0.013	0.056
O	9.818	1.173	28.495	0.001	0.038	0.075
O	13.986	10.957	29.989	-0.129	0.086	0.509
O	13.983	10.134	32.61	-0.088	0.239	0.508
O	7.714	16.001	22.256	0.145	0.219	-0.392
O	11.053	1.483	25.461	-0.327	-0.143	-0.48
O	13.54	16.258	22.54	0.203	0.234	-0.164
O	13.639	2.023	31.534	0.028	-0.135	0.075
O	19.325	15.547	32.474	-0.15	-0.057	0.568
O	19.293	7.198	25.842	0.099	-0.095	-0.301
O	18.379	15.768	29.841	-0.169	-0.121	0.447
O	12.005	9.521	31.005	-0.091	0.228	0.153
O	7.951	14.763	24.759	-0.042	0.192	-0.363
O	8.339	15.597	32.458	0.046	0.238	0.683
O	10.019	7.084	23.541	0.018	-0.022	-0.599
O	12.022	11.597	33.495	-0.092	0.112	0.669
O	21.182	13.044	32.61	0.052	0.029	0.504
O	13.968	4.345	32.766	0.066	0.055	0.204
O	6.248	3.985	23.541	0.256	-0.158	-0.677
O	19.098	4.234	32.667	-0.229	-0.184	0.135
O	14.932	8.363	26.154	-0.17	-0.209	-0.441
O	20.045	15.051	27.827	-0.136	-0.103	-0.072
O	21.45	10.321	28.623	-0.107	0.116	-0.06
O	19.085	16.303	22.606	-0.102	-0.167	-0.513
O	19.259	10.096	30.093	-0.133	0.405	0.453
O	4.984	2.74	25.518	-0.167	0.051	-0.044
O	20.644	7.185	23.459	-0.118	0.184	-0.467
O	13.272	6.379	25.531	0.088	-0.143	-0.364
O	8.182	15.94	29.765	-0.293	-0.019	0.361
O	4.906	1.325	23.31	-0.061	0.158	-0.489
O	15.955	12.332	32.667	-0.222	-0.184	0.378
O	15.624	16.343	25.646	-0.224	-0.077	-0.462
O	22.158	12.337	30.17	0.055	0.237	0.541
O	10.444	14.963	28.574	0.184	-0.221	0.152
O	14.431	8.462	30.608	0.007	-0.212	0.23
O	17.026	11.48	30.454	0.117	0.228	0.1
O	6.97	4.309	29.755	-0.075	0.196	0.343
O	17.556	4.699	26.066	-0.176	-0.008	-0.627
O	12.106	14.378	23.593	0.236	-0.083	-0.801
O	13.674	10.89	22.649	-0.254	0.044	-0.371
O	7.118	4.217	26.086	-0.204	-0.164	-0.071
O	9.237	5.851	25.867	0.284	0.392	-0.242
O	16.048	4.974	28.229	-0.256	0.141	0.045
O	18.164	3.427	28.374	-0.065	-0.045	0.067
O	5.623	11.94	25.66	-0.166	-0.121	-0.311
O	17.443	0.646	33.539	0.032	0.286	0.177
O	11.429	12.574	28.187	-0.248	-0.198	-0.075
O	6.001	14.806	26.55	0	0.265	-0.093
O	11.249	1.65	32.722	0.021	0.186	0.35
O	17.201	14.691	23.378	-0.04	-0.05	-0.044
O	9.418	5.159	29.977	-0.184	0.279	0.364
O	8.525	13.564	30.77	-0.11	-0.235	0.324
O	17.084	8.818	30.817	0.147	-0.061	-0.053
O	8.346	15.86	27.115	-0.145	-0.07	0.014
O	18.962	5.496	22.56	0.238	-0.188	-0.396
O	10.873	10.85	26.336	-0.07	-0.309	-0.372
O	11.328	5.513	28.122	-0.102	-0.079	0.054
O	15.297	4.914	24.663	0.025	0.223	0.03
O	21.841	6.94	32.536	0.078	-0.038	0.63
O	11.684	7.112	30.117	0.014	0.161	0.38
O	12.354	1.295	27.771	0.089	0.057	-0.161
O	20.453	16.445	25.578	-0.054	0.142	-0.19
O	5.393	8.075	25.643	0.096	0.293	-0.341
O	6.643	11.437	33.505	0.207	0.305	0.421
O	14.623	14.319	33.534	0.167	0.032	0.239
O	14.87	12.587	28.12	0.141	-0.05	-0.111
O	12.85	7.681	27.749	0.093	0.387	-0.168
O	10.617	7.76	32.509	-0.032	0.084	0.458
O	17.691	13.837	31.504	-0.056	-0.122	0.309
O	10.325	14.04	25.55	-0.291	0.033	-0.291
O	8.235	9.636	32.531	-0.027	0.041	0.62
O	17.524	12.2	24.128	0.034	0.198	-0.4
O	10	8.312	25.951	-0.12	-0.117	-0.211
O	7.753	7.658	24.653	-0.031	-0.174	-0.087
O	8.292	12.305	25.585	0.186	0.107	-0.131
O	18.548	6.002	28.115	-0.033	0.012	-0.024
O	21.411	3.68	31.423	-0.123	0.014	0.358
O	19.825	8.295	28.218	0.224	0.139	0.125
O	7.924	4.97	32.242	0.191	0.005	0.645
O	16.86	10.183	25.703	0.384	0.384	-0.431
O	16.127	2.603	25.658	-0.031	-0.04	-0.096
O	13.223	10.768	27.393	-0.126	-0.251	0.102
O	15.664	10.03	28.079	-0.195	-0.144	0.097
O	7.246	9.91	25.969	-0.025	-0.503	-0.447
O	12.467	8.936	25.392	0.129	0.066	-0.649
O	9.383	3.419	24.95	0.043	-0.24	-0.497
O	15.378	15.109	28.02	-0.071	0.001	-0.238
O	12.631	12.908	25.833	0.195	0.238	-0.353
O	19.185	2.491	30.657	0.09	-0.098	0.396
O	21.349	8.462	30.429	0.344	-0.201	0.549
O	17.683	15.933	27.223	0.001	0.102	-0.051
H	12.173	8.902	22.93	-0.079	-0.166	-0.004
O	10.357	10.085	23.973	-0.139	0.235	-0.101
H	10.2	9.417	23.286	0.04	-0.065	0.108

Results
total energy: -101689.826 eV
total energy less fixed offsets of H -15.91, O -438.35, Si -107.03 eV per atom: -4.806 eV
